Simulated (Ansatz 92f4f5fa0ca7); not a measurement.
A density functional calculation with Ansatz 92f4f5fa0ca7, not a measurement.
Periodic cell of 247 atoms, Si165O82, from a study of silicon, its oxide and their interface. The atomic structure is a simulated model.
Doubt: the cutoff is far below the 930 eV that the study's wrapper takes by default for these files, so forces and energies are approximate.
This geometry differs little from another in the collection (a relaxation step or a small displacement).

Settings: functional PBE; potential files Ansatz PAW; basis plane waves; wave-function cutoff 580 eV; density cutoff ratio 5; exchange-correlation grid ratio 1; k mesh 1 x 1 x 1, Gamma-centred; self-consistency stop 5e-08 eV per atom in the density residual; occupations fixed; spin none; net charge 0.

Cell vectors (angstrom)
a	10.938	0	0
b	0	10.938	0
c	0	0	37.0501

Atoms and the computed forces on them: element, x, y, z (angstrom), force x, y, z (eV/angstrom)
Si	0	0	0.683	-0.053	0.0079	0.0058
Si	5.469	0	0.683	-0.0107	-0.0147	-0.0025
Si	2.7345	2.7345	0.683	-0.0338	-0.0102	0.0012
Si	8.2035	2.7345	0.683	-0.0055	-0.0491	-0.001
Si	0	5.469	0.683	-0.0237	-0.0216	-0.0067
Si	5.469	5.469	0.683	-0.044	-0.0026	0.0057
Si	2.7345	8.2035	0.683	0	-0.0301	-0.0016
Si	8.2035	8.2035	0.683	-0.0178	-0.0257	-0.0147
Si	1.3673	1.3673	2.0503	0.0572	0.0477	0.1386
Si	6.8362	1.3673	2.0503	-0.0178	0.0695	-0.1262
Si	4.1018	4.1018	2.0503	0.0016	0.0524	0.1302
Si	9.5708	4.1018	2.0503	-0.0082	0.0734	-0.1567
Si	1.3673	6.8362	2.0503	0.0843	0.0148	-0.1072
Si	6.8362	6.8362	2.0503	0.0513	0.0497	0.0951
Si	4.1018	9.5708	2.0503	0.0535	0.0697	-0.0936
Si	9.5708	9.5708	2.0503	0.0455	-0.0366	0.0537
Si	2.7345	0	34.9986	-0.0218	-0.0387	-0.128
Si	8.2035	0	34.9986	-0.0315	-0.0629	0.0916
Si	0	2.7345	34.9986	-0.0911	-0.0536	0.1554
Si	5.469	2.7345	34.9986	-0.0473	-0.0338	-0.1324
Si	2.7345	5.469	34.9986	-0.0188	-0.0416	0.1528
Si	8.2035	5.469	34.9986	-0.0228	-0.0782	-0.1191
Si	0	8.2035	34.9986	-0.0131	-0.0646	-0.1526
Si	5.469	8.2035	34.9986	-0.0131	-0.0199	0.1338
Si	4.1018	1.3673	36.3658	0.0403	0.0015	-0.008
Si	9.5708	1.3673	36.3658	-0.0019	0.0514	0.0031
Si	1.3673	4.1018	36.3658	0.0267	0.0006	0.0021
Si	6.8362	4.1018	36.3658	0.0338	0.0096	0.0028
Si	4.1018	6.8362	36.3658	0.0192	0.0194	0.0003
Si	9.5708	6.8362	36.3658	0.051	-0.0061	-0.0081
Si	1.3673	9.5708	36.3658	0.0463	0.0037	-0.001
Si	6.8362	9.5708	36.3658	-0.0149	0.0576	0.0101
Si	-1.3712	-1.5346	27.9937	-0.0018	0.0092	0.0144
Si	5.0041	0.5071	27.0854	0.0155	-0.0118	-0.0154
Si	3.1548	2.1397	27.0818	-0.0004	0.0201	-0.0043
Si	7.5266	3.1535	27.0807	0.0272	-0.0092	-0.0152
Si	-0.4285	5.8463	26.8896	0.0149	-0.0161	-0.0157
Si	5.8523	4.9572	27.0085	-0.0156	0.0242	-0.022
Si	2.3012	8.7359	26.9069	0.023	-0.0184	0.005
Si	8.7711	7.5076	26.7144	-0.0101	0.009	-0.0182
Si	1.3342	1.1697	28.1702	0.0065	0.0036	0.0135
Si	6.7178	1.4053	28.3881	-0.01	-0.017	0.0366
Si	4.1011	3.9771	28.2366	-0.0087	-0.0027	0.0398
Si	9.492	4.0704	28.0937	-0.002	-0.0077	0.0165
Si	1.367	6.8534	28.0493	0.0044	-0.0049	0.0109
Si	6.9153	6.7511	28.0717	0.0016	0.0007	0.0043
Si	4.0427	9.6176	28.2256	-0.0019	-0.0057	0.0195
Si	11.3828	10.3111	26.8106	-0.0263	0.014	-0.0012
Si	2.6857	-0.0553	29.684	-0.0003	0.0029	-0.0368
Si	8.2143	-0.0946	29.4154	0.0011	0.0043	-0.0058
Si	-0.0388	2.6669	29.407	-0.0025	-0.0011	-0.0051
Si	5.3988	2.7347	29.7792	0.006	0.0085	-0.0573
Si	2.7037	5.4425	29.4316	0.0025	-0.0007	-0.007
Si	8.2086	5.432	29.5764	-0.0022	0.0035	-0.0299
Si	-0.0198	8.1441	29.5208	-0.0017	-0.0053	-0.0265
Si	5.4912	8.1575	29.4035	-0.0024	0.0018	-0.0054
Si	4.0302	1.3341	31.0334	-0.0106	-0.0085	0.0501
Si	9.559	1.3049	30.8204	-0.0013	0.0002	-0.0035
Si	1.3258	4.0659	30.8117	0.0005	-0.0011	-0.0077
Si	6.8384	4.1125	30.9889	0.0067	0.0021	0.0409
Si	4.1038	6.8023	30.8125	-0.0006	0.0019	-0.0049
Si	9.5698	6.8014	30.9179	0.0017	0.0016	0.0211
Si	1.3168	9.4933	30.954	-0.0041	-0.0007	0.0272
Si	6.8295	9.5228	30.8279	-0.0008	0.0004	-0.0058
Si	-0.0279	-0.0193	32.2638	-0.0025	-0.0003	-0.0027
Si	5.4736	-0.0531	32.2679	-0.0005	-0.0001	-0.0061
Si	2.6699	2.7523	32.2923	0.0009	0.0019	-0.0053
Si	8.215	2.6817	32.2542	0.0012	0.0043	-0.0034
Si	-0.0022	5.4246	32.252	0.0017	-0.0019	-0.0033
Si	5.4487	5.4893	32.2802	-0.0014	-0.0002	-0.0047
Si	2.7404	8.1424	32.2521	0.0024	0.0011	-0.0042
Si	8.1927	8.1897	32.2498	-0.0001	0.0018	-0.0048
Si	1.3345	1.3559	33.6385	0.0048	-0.004	0.0003
Si	6.8295	1.3423	33.6277	-0.0038	0.0051	-0.0012
Si	4.0841	4.1044	33.6325	0.0032	-0.0046	0.0013
Si	9.5643	4.0728	33.6255	0.0002	0.0011	0.0011
Si	1.3614	6.8018	33.626	-0.0028	0.0034	-0.0004
Si	6.8281	6.8433	33.636	0.002	-0.0028	0.0011
Si	4.0897	9.5365	33.6271	-0.0012	0.0033	0.0004
Si	9.5486	9.5614	33.6299	0.001	-0.0024	0.0025
Si	2.7553	0.0025	3.4206	-0.001	0.002	0.0016
Si	8.2021	0.0117	3.4047	0.0004	-0.002	-0.0006
Si	0.0105	2.7719	3.4143	0.0001	-0.0008	-0.0007
Si	5.4866	2.7421	3.4171	-0.0003	-0.0004	0.0006
Si	2.7463	5.4988	3.4288	0.0008	-0.0016	0.0008
Si	8.2195	5.4716	3.417	-0.0007	0.0036	0.0006
Si	0.0249	8.2067	3.4151	-0.0015	-0.001	0.0011
Si	5.4804	8.2305	3.42	0.0007	-0.0014	-0.0011
Si	4.1272	1.3769	4.7851	0.001	0.0007	0.0046
Si	9.5665	1.3951	4.7405	-0.0024	-0.0011	-0.0002
Si	1.3555	4.1611	4.8005	-0.0009	0.0002	0.002
Si	6.8522	4.1131	4.7852	0.0019	-0.0001	-0.0002
Si	4.1161	6.8824	4.7991	0.0014	-0.0038	0.0026
Si	9.6107	6.8278	4.7747	0.002	0.0015	0.0021
Si	1.411	9.5547	4.7854	0.0001	-0.0004	0.0014
Si	6.8385	9.6085	4.7937	-0.002	0.0016	0.0027
Si	0.0288	0.0367	6.0443	0.0022	-0.001	-0.0092
Si	5.4773	0.0302	6.2166	-0.0039	0.0027	0.0047
Si	2.7518	2.7787	6.0912	0.0008	-0.002	-0.0064
Si	8.2096	2.7298	6.1539	-0.0009	0.0005	0.0033
Si	0.0083	5.5148	6.2491	0.0004	0.0015	0.0079
Si	5.5013	5.5129	6.1268	0.0052	0.0058	-0.0123
Si	2.7656	8.2216	6.2377	0.001	0.0013	0.0053
Si	8.2531	8.2248	6.0776	0.0062	0.0021	-0.0042
Si	1.3913	1.38	7.4054	0.0053	0.0063	0.0061
Si	6.8405	1.421	7.5878	-0.0004	0.0021	0.0071
Si	4.0871	4.1732	7.45	-0.0035	0.0068	0.0176
Si	9.574	4.0575	7.5527	0.0039	0.004	-0.0023
Si	1.3939	6.8936	7.668	-0.0007	-0.002	-0.0016
Si	6.9243	6.8737	7.4584	0.0017	-0.0065	0.0083
Si	4.1337	9.6056	7.6362	0.0012	0.0069	0.0039
Si	9.6177	9.6258	7.3869	-0.0009	0.0071	0.0028
Si	2.7404	0.137	8.9043	-0.0041	-0.0065	-0.004
Si	8.3034	0.0183	8.8101	0.0001	-0.0056	-0.004
Si	0.0867	2.7107	8.8651	0.0009	-0.0097	-0.0086
Si	5.4132	2.8403	8.8761	-0.0052	-0.0086	-0.0155
Si	2.7797	5.4705	8.9932	0.0056	0.005	-0.0055
Si	8.1405	5.3769	8.8723	0.0135	0.0074	-0.0008
Si	0.1313	8.5109	8.8821	-0.0005	-0.0057	0.0007
Si	5.5975	8.2092	8.8937	0.0068	0.0022	-0.0003
Si	3.6384	1.9363	10.1074	-0.0067	-0.0076	-0.0061
Si	10.0933	0.9074	10.0519	-0.032	0.0246	0.0069
Si	1.8662	3.5925	10.1605	-0.017	0.007	0.0235
Si	6.2351	4.6806	10.066	0.0164	-0.0172	0.0143
Si	4.6378	6.4397	10.1054	-0.0244	0.0216	0.0021
Si	9.701	7.5145	10.4429	-0.0024	0.0082	-0.0086
Si	0.9856	10.2974	10.251	0.0304	-0.0218	0.009
Si	7.2121	9.399	10.1907	-0.01	0.0013	0.0114
O	6.375	4.6146	11.723	0.0003	0.0154	-0.0174
O	4.567	6.7551	11.7394	0.0139	-0.0159	-0.0155
O	10.6991	7.3032	11.7053	-0.005	0.0036	-0.0093
O	2.2828	7.3876	12.7067	0.0043	0.0025	0.0087
O	9.1976	6.0348	9.9758	-0.0225	-0.0171	-0.0098
O	8.3714	-2.5359	10.8428	-0.0078	0.0001	-0.0025
O	9.598	1.1533	11.6197	0.0122	-0.0161	-0.0185
O	1.4484	3.7542	11.7697	0.0255	-0.0065	-0.0361
O	8.7563	7.4078	24.9807	0.0026	0.0004	0.0142
O	7.6062	2.4733	25.5334	-0.0003	-0.0033	0.0149
O	5.3488	5.4995	25.4998	0.0051	0.0008	0.0252
O	13.8452	8.5457	25.365	-0.0004	-0.0136	0.0257
O	10.8784	10.4467	25.2104	-0.0053	0.0014	0.0132
O	-0.2609	5.6014	25.2055	-0.0133	0.0142	0.0152
O	4.5477	9.9047	23.619	0.0132	0.0016	-0.0101
O	-16.1607	-10.7915	25.6174	-0.0075	-0.0061	0.0245
Si	11.2825	4.0088	12.9467	-0.0155	-0.0031	0.003
Si	0.7104	7.0546	12.9821	-0.0054	0.004	0.0185
Si	3.8796	7.6584	12.9015	-0.0085	0.0028	0.0066
Si	4.0623	6.9981	21.9379	0.0035	0.0018	0.0056
Si	-2.5443	13.3202	19.7365	0.0104	-0.0039	0.0055
Si	3.123	2.7033	24.1085	-0.0249	-0.0353	-0.032
Si	9.3164	8.864	16.4834	0.001	0.0016	-0.0012
Si	9.278	5.9353	24.3799	0.009	-0.0148	-0.0146
Si	4.1641	1.4253	12.3579	0.0038	0.0015	0.0023
Si	-0.3114	1.7829	14.776	-0.0017	-0.0016	-0.0074
Si	8.9553	2.2716	12.5996	0.003	0.0116	0.0089
Si	11.964	8.7761	15.324	-0.0082	-0.004	-0.0015
Si	5.0587	4.9564	23.9896	0.0044	0.0176	-0.0206
Si	9.268	5.9003	17.0763	0.0059	0.0058	0.0031
Si	3.1252	9.15	23.8683	-0.001	-0.0173	-0.0272
Si	6.7682	4.5408	15.8383	0.0029	-0.0003	0.0069
Si	10.8646	8.6647	21.2264	0.0029	-0.0011	0.0037
Si	6.0235	-2.094	20.202	0.0022	-0.001	0.0112
Si	5.1893	7.3617	15.8238	0.0027	0.0028	-0.0025
Si	12.6031	-0.1174	13.3593	-0.0108	0.0012	0.0106
Si	5.2958	11.2885	24.0624	0.0069	0.0141	-0.0125
Si	0.0717	1.8388	17.9011	0.0008	0.007	0.0039
Si	2.676	6.9692	17.3899	-0.004	-0.0031	0.0115
Si	0.3425	-0.5245	23.6291	-0.0005	-0.0038	-0.0237
Si	1.789	6.487	20.1654	-0.0004	-0.0012	0.0061
Si	6.3239	3.4857	12.8817	-0.0002	0.0034	-0.0008
Si	6.1846	1.8924	17.4183	0.0011	-0.0005	0.0061
Si	9.3364	14.9552	22.0409	0.0284	-0.0105	-0.0008
Si	6.7342	0.4464	21.4835	-0.0034	-0.0085	0.0065
Si	1.4759	0.179	19.7947	0.0221	0.0109	0.0075
Si	6.7529	10.1712	15.5647	0.0081	-0.0034	0.0028
Si	7.6081	3.5023	24.2794	0.0048	-0.006	-0.034
Si	5.4348	10.4273	12.6564	0.004	0.0052	-0.0043
Si	8.6269	7.8853	19.1956	-0.004	-0.0014	0.0041
Si	0.725	2.0548	22.1442	0.0839	0.0309	-0.0029
Si	4.6239	0.3428	19.4036	-0.003	-0.0051	0.0142
Si	1.0703	4.688	17.9628	0.0002	-0.0013	0.0035
O	6.5021	-0.7649	11.4498	0.0118	-0.0057	-0.0027
O	6.6003	11.5167	16.5066	-0.0009	-0.003	-0.0024
O	7.3616	2.3416	12.3295	-0.0057	-0.0084	0.0041
O	9.4357	8.3068	20.5377	0.0065	0.0037	0.001
O	5.0865	6.15	22.8824	0.0016	-0.0122	0.0075
O	1.9702	-0.6887	23.5202	-0.0137	0.0034	0.0016
O	-2.9113	1.2258	20.8502	-0.0011	-0.0005	-0.0042
O	4.3926	7.2436	14.3956	-0.0067	0.0012	-0.0076
O	2.7845	1.0563	13.2023	0.0068	0.0102	0.007
O	10.8358	14.3657	21.8857	0.0037	-0.0274	0.0058
O	9.2135	7.2492	16.1382	0.0016	0.0012	0.006
O	9.0011	6.4013	18.6174	-0.0006	0.001	-0.0022
O	13.4348	24.401	25.5979	-0.0025	-0.0044	-0.0005
O	8.3307	9.7609	15.5567	-0.0039	0.0012	0.0066
O	-2.3745	3.8102	20.586	0.0109	0.0026	0.0093
O	7.2499	2.336	18.582	-0.0006	0.0008	-0.0019
O	2.0212	2.4668	22.9863	-0.0557	-0.0244	-0.0568
O	6.8552	4.1624	14.2552	-0.0022	-0.0033	-0.001
O	8.1302	4.9112	24.9389	0	0.0126	-0.0016
O	9.3869	16.4821	22.7512	-0.0045	0.0035	0.0077
O	1.0215	5.1896	19.53	-0.0005	0.0002	-0.0031
O	8.9271	9.0343	18.0643	0.0001	-0.0016	-0.0043
O	-1.1489	2.0855	18.9533	-0.0072	0	-0.0067
O	10.6109	9.1715	22.7728	0.0017	0.0116	0.0075
O	1.2057	12.4289	20.7065	-0.0323	0.0228	0.071
O	0.3203	0.4972	14.0219	0	0.0016	0.0023
O	4.306	9.2206	12.6499	-0.0013	0.0114	0.011
O	6.5919	0.6389	23.103	-0.0064	-0.0009	-0.0019
O	9.7724	3.688	12.3541	-0.0019	0.0093	0.0036
O	10.8216	-1.481	16.2607	-0.0002	-0.0015	-0.0001
O	0.5645	3.0826	14.282	0.0055	0.0014	0.0084
O	5.9633	8.7916	15.9894	0.0005	0.0073	0.0032
O	6.8874	-1.1599	21.2316	0.0006	0.0056	-0.0077
O	10.7267	5.192	17.091	-0.0035	0.0007	-0.0019
O	4.8976	7.988	20.9731	-0.0031	-0.0042	-0.0062
O	3.0631	7.8838	22.866	-0.0012	0.0101	0.0045
O	3.6095	4.2408	23.9314	-0.0113	0.0164	-0.0003
O	6.2599	10.5396	14.0626	-0.0081	0.0015	-0.0028
O	8.2452	4.7499	16.521	-0.0065	-0.0047	-0.0008
O	4.2271	7.3044	17.1327	0.0074	0.0062	0.0012
O	6.1678	3.8211	23.5975	0.0088	-0.0019	0.0031
O	0.5164	5.5241	13.4678	0.0031	0.0008	0.0083
O	1.8361	7.7395	16.2492	-0.011	0.0051	-0.0126
O	4.8021	1.4129	18.1755	0.0043	0.0019	-0.004
O	0.8612	0.4793	18.3165	0.0063	0.0005	0.0196
O	11.6874	9.8152	20.4221	0.0022	-0.0019	-0.0044
O	0.1761	8.0145	14.165	-0.0018	0.0001	-0.0005
O	2.101	9.7476	14.5434	0.0064	0.0072	-0.0032
O	3.1148	6.0326	21.0146	0.0081	0.0037	-0.0021
O	5.3453	0.9579	20.7525	0.0016	0.0004	-0.0032
O	5.3601	-1.0925	19.0826	0.0006	0.0007	0.0053
O	4.8613	2.7708	13.0528	-0.0126	-0.0109	0.0039
O	0.8032	-3.6441	21.1709	-0.0052	0.0036	-0.0036
O	7.0351	7.7996	19.4959	-0.0048	0.0068	-0.0008
O	8.6113	3.0207	23.1167	0.0003	0.0026	-0.002
O	1.1357	3.0753	17.9371	-0.0025	-0.0063	-0.0012
O	2.2321	7.4466	18.8947	0.0011	0.003	-0.0031
O	10.8349	0.8943	22.9506	0.0137	0.0006	-0.0064
O	1.3335	10.1342	11.8974	-0.0045	-0.0051	-0.0205
O	6.0894	6.0131	15.9579	0.0018	-0.0054	0.0057
O	3.0761	-0.0191	19.6763	-0.0299	0.0088	-0.0014
O	2.4029	5.3525	17.2775	-0.0035	-0.0075	0.0009
O	5.9871	3.2704	16.545	-0.0012	0.0057	-0.0007
O	9.1103	1.8841	14.1787	-0.0018	0.0009	0.0075
O	-0.4533	1.6631	16.3762	-0.0016	0.0015	0.0019
O	4.319	12.5695	23.9212	-0.0166	0.0115	0.0065

Results
free energy: -151526.853 eV
free energy less fixed offsets of O -568.88, Si -635.61 eV per atom: -3.043 eV

The program warned: the cutoff lies below the one the program advises for these potential files; the exchange-correlation potential is rough where the density is thin.
